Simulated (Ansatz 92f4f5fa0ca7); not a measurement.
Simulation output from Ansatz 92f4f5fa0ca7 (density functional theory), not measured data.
Periodic cell of 351 atoms, Si241O110, from a study of silicon, its oxide and their interface. The atomic structure is a simulated model.
Doubt: the cutoff is far below the 930 eV that the study's wrapper takes by default for these files, so forces and energies are approximate.
This geometry differs little from another in the collection (a relaxation step or a small displacement).

Settings
functional: PBE
potential files: Ansatz PAW
basis: plane waves
wave-function cutoff: 580 eV
density cutoff ratio: 5
exchange-correlation grid ratio: 1
k mesh: 1 x 1 x 1, Gamma-centred
self-consistency stop: 5e-08 eV per atom in the density residual
occupations: fixed
spin: none
net charge: 0

Cell vectors (angstrom)
a  11.6015  0  0
b  0  13.3963  0
c  0  0  40.091

Atoms and the computed forces on them: element, x, y, z (angstrom), force x, y, z (eV/angstrom)
Si  0  2.2327  1.1851  0.0003  0.0204  -0.0004
Si  3.8672  2.2327  1.1851  -0.0087  0.0207  -0.0119
Si  7.7343  2.2327  1.1851  -0.0138  0.001  0.0463
Si  1.9336  5.5818  1.1851  -0.0014  -0.0039  0.0099
Si  5.8008  5.5818  1.1851  -0.0148  -0.0004  0.0249
Si  9.6679  5.5818  1.1851  0.0087  0.0146  0.001
Si  0  8.9308  1.1851  -0.0024  -0.007  0.0131
Si  3.8672  8.9308  1.1851  -0.0108  -0.0083  0.0301
Si  7.7343  8.9308  1.1851  0.0041  0.0267  0.0192
Si  1.9336  12.2799  1.1851  -0.0122  -0.0264  -0.0016
Si  5.8008  12.2799  1.1851  0.0077  0.0042  -0.0479
Si  9.6679  12.2799  1.1851  -0.0194  -0.0335  -0.0225
Si  1.9336  1.1164  1.9745  0.0554  -0.0061  -0.0023
Si  5.8008  1.1164  1.9745  -0.0191  -0.0588  -0.0033
Si  9.6679  1.1164  1.9745  0.0309  -0.01  -0.0169
Si  0  4.4654  1.9745  0.0019  -0.0777  0.0046
Si  3.8672  4.4654  1.9745  -0.0181  -0.0486  0.0013
Si  7.7343  4.4654  1.9745  0.0043  0.0125  -0.0075
Si  1.9336  7.8145  1.9745  -0.0004  -0.0128  -0.0102
Si  5.8008  7.8145  1.9745  0.0359  0.0041  -0.0137
Si  9.6679  7.8145  1.9745  0.0083  -0.0466  -0.0063
Si  0  11.1635  1.9745  0.0008  0.057  -0.0031
Si  3.8672  11.1635  1.9745  0.0569  0.0677  -0.0047
Si  7.7343  11.1635  1.9745  0.0147  0.0817  0.0107
Si  1.9336  1.1164  4.3426  0.1627  0.0229  0.0984
Si  5.8008  1.1164  4.3426  -0.0508  -0.0807  0.0462
Si  9.6679  1.1164  4.3426  0.0614  0.0228  0.2478
Si  0  4.4654  4.3426  0.0285  -0.1668  -0.0712
Si  3.8672  4.4654  4.3426  -0.0547  -0.1203  -0.0686
Si  7.7343  4.4654  4.3426  0.0043  0.0363  0.2102
Si  1.9336  7.8145  4.3426  0.0091  -0.0585  -0.0349
Si  5.8008  7.8145  4.3426  0.1186  0.0405  0.1572
Si  9.6679  7.8145  4.3426  0.0193  -0.0938  -0.091
Si  0  11.1635  4.3426  -0.0169  0.1714  -0.1219
Si  3.8672  11.1635  4.3426  0.1716  0.2142  -0.0669
Si  7.7343  11.1635  4.3426  0.0366  0.2292  -0.3526
Si  0  0  35.7504  0.1235  -0.0711  0.0273
Si  3.8672  0  35.7504  -0.239  -0.0696  0.1136
Si  7.7343  0  35.7504  -0.0281  -0.0066  -0.0024
Si  1.9336  3.3491  35.7504  -0.1954  -0.0724  -0.2029
Si  5.8008  3.3491  35.7504  -0.0412  0.0999  0.0034
Si  9.6679  3.3491  35.7504  0.1249  0.0693  0.0508
Si  0  6.6981  35.7504  -0.143  -0.0731  -0.0925
Si  3.8672  6.6981  35.7504  -0.0723  -0.0768  -0.0897
Si  7.7343  6.6981  35.7504  0.0413  0.0232  0.1699
Si  1.9336  10.0472  35.7504  0.0046  -0.074  -0.0378
Si  5.8008  10.0472  35.7504  -0.1794  0.1538  0.1637
Si  9.6679  10.0472  35.7504  0.1292  -0.0968  -0.085
Si  0  0  38.1186  0.0335  -0.0219  -0.0152
Si  3.8672  0  38.1186  -0.072  -0.0237  -0.0171
Si  7.7343  0  38.1186  -0.0179  -0.006  0.0085
Si  1.9336  3.3491  38.1186  -0.0658  -0.0179  0.0107
Si  5.8008  3.3491  38.1186  -0.0211  0.0552  0.0143
Si  9.6679  3.3491  38.1186  0.048  0.0353  0.0061
Si  0  6.6981  38.1186  -0.0497  -0.012  0.004
Si  3.8672  6.6981  38.1186  -0.0201  -0.0225  0.0147
Si  7.7343  6.6981  38.1186  0.0133  0.0214  -0.0015
Si  1.9336  10.0472  38.1186  0.0039  -0.0267  0.006
Si  5.8008  10.0472  38.1186  -0.0588  0.0867  0.0058
Si  9.6679  10.0472  38.1186  0.046  -0.0215  0.0111
Si  0  2.2327  38.908  -0.0036  -0.0177  0.0111
Si  3.8672  2.2327  38.908  0.0121  -0.0221  -0.0251
Si  7.7343  2.2327  38.908  0.0112  -0.004  -0.0342
Si  1.9336  5.5818  38.908  0.0011  0.0058  -0.0268
Si  5.8008  5.5818  38.908  0.0134  -0.0031  0.0011
Si  9.6679  5.5818  38.908  -0.0056  -0.0143  0.0182
Si  0  8.9308  38.908  0.0049  0.0095  -0.0009
Si  3.8672  8.9308  38.908  0.0103  0.0154  -0.008
Si  7.7343  8.9308  38.908  -0.0048  -0.0212  -0.0258
Si  1.9336  12.2799  38.908  0.0099  0.0238  0.0211
Si  5.8008  12.2799  38.908  -0.0063  -0.0088  0.0256
Si  9.6679  12.2799  38.908  0.0208  0.0294  -0.0168
Si  -0.2282  0.0495  28.549  0.0006  -0.0057  -0.0165
Si  4.0036  -0.0821  28.5343  0.0008  0.007  -0.001
Si  7.7764  -0.0289  28.7821  0.0031  0.0006  -0.0078
Si  1.7977  3.2326  28.4216  -0.0041  -0.0062  -0.0128
Si  5.7207  3.4144  29.0214  0.0001  0.0178  -0.0138
Si  9.391  3.3003  28.7536  -0.0142  -0.0058  -0.0128
Si  -0.0564  6.6474  28.5067  0.002  -0.0042  -0.0122
Si  3.8781  6.6594  28.6687  -0.0043  -0.0036  -0.0077
Si  7.4312  6.7764  28.5329  0.0029  0.0015  -0.0139
Si  1.8206  9.9218  28.6816  0.0063  -0.0218  -0.0005
Si  5.5621  10.1343  28.7607  -0.0112  -0.0001  -0.0102
Si  9.5957  10.0573  28.6483  -0.0043  -0.0032  -0.0133
Si  -0.1439  2.2577  29.3644  0.0028  0.0008  0.0099
Si  3.7525  2.1649  29.293  0.0006  -0.0103  0.0095
Si  7.5983  2.1558  29.7005  0.0112  -0.0012  0.0192
Si  1.8818  5.4921  29.2523  0.0053  0.0159  0.0098
Si  5.7173  5.6444  29.7259  -0.0061  -0.0184  0.0164
Si  9.4865  5.6263  29.1857  0.008  0.0024  0.0076
Si  -0.1258  8.85  29.4361  -0.0059  0.0006  0.0076
Si  3.7532  8.8688  29.5446  0.0125  0.0082  0.0112
Si  7.5863  8.9896  29.3172  0.0038  0.0059  0.0109
Si  1.8706  12.2885  29.112  -0.0057  0.0107  0.0028
Si  5.8115  12.3007  29.6017  0.008  -0.0033  0.0181
Si  9.6544  12.2255  29.5978  0.0009  -0.0023  0.0162
Si  -0.0528  2.2394  31.7505  0.0041  0.0051  0.0031
Si  3.8019  2.187  31.7197  -0.0007  0.001  0.0084
Si  7.6703  2.1945  32  -0.0022  -0.0028  -0.0003
Si  1.9025  5.5367  31.6804  -0.0016  -0.0042  0.008
Si  5.7555  5.6224  32.0177  0.0023  0.0079  0.0038
Si  9.5912  5.5942  31.6457  0.0029  0.002  0.0151
Si  -0.0662  8.8863  31.7994  -0.0004  -0.0034  0.0019
Si  3.7928  8.9048  31.8809  -0.0016  -0.0044  -0.0006
Si  7.6666  8.9397  31.7379  0.0011  -0.002  0.0076
Si  1.8903  12.2877  31.6037  0.001  -0.0002  0.0127
Si  5.7953  12.2717  31.9251  0.0019  0.0044  0.0038
Si  9.6579  12.2522  31.9206  0.0021  -0.0002  0.0044
Si  1.8762  1.0927  32.5339  -0.0009  -0.0002  -0.0113
Si  5.7114  1.1052  32.6644  0.0033  -0.0038  -0.0035
Si  9.6569  1.1082  32.6413  -0.0033  -0.0041  -0.0057
Si  -0.0596  4.4831  32.505  0  -0.0023  -0.0071
Si  3.8048  4.4211  32.5774  -0.0021  0.0015  -0.0105
Si  7.7236  4.4758  32.6264  -0.0012  -0.0009  -0.0076
Si  1.8672  7.7511  32.5811  0.0018  0.006  -0.0067
Si  5.7621  7.868  32.6686  0.0003  -0.0033  -0.0006
Si  9.5886  7.7933  32.554  0.0005  0.0023  -0.0105
Si  0.0206  11.1372  32.5671  -0.0024  -0.0004  -0.0059
Si  3.7978  11.1752  32.5564  0.0017  -0.0005  -0.0053
Si  7.7205  11.1288  32.6474  -0.0011  -0.0011  -0.0049
Si  1.9284  1.1083  34.9284  0.0014  -0.0021  0.0068
Si  5.7809  1.1179  35.0033  -0.0034  0.0013  -0.0004
Si  9.6756  1.1161  34.9883  0.0021  0.0005  0.0002
Si  -0.0079  4.4723  34.915  -0.0009  0.0014  0.0022
Si  3.8526  4.4532  34.9526  0.0019  -0.0001  0.0046
Si  7.7442  4.4702  34.9801  0.0014  -0.0004  0.001
Si  1.9232  7.8004  34.954  -0.0008  -0.0026  -0.0005
Si  5.8033  7.8296  35.006  -0.0002  0.0027  -0.0039
Si  9.6554  7.808  34.9395  0.0011  -0.0001  0.0024
Si  0.0123  11.1608  34.9474  0.0033  -0.0012  0.0016
Si  3.8518  11.1691  34.9409  0.0001  -0.0002  0.0006
Si  7.7343  11.1524  34.9932  -0.0001  -0.0002  -0.0008
Si  0.0194  0.0081  5.1486  0  0.0014  -0.0019
Si  3.8728  0.0023  5.1795  -0.0004  0.0009  -0.0042
Si  7.7329  0.0058  5.1505  -0.0011  0.0001  -0.0003
Si  1.9342  3.3477  5.1545  -0.0013  0.0013  -0.0034
Si  5.7937  3.3403  5.1284  -0.0026  -0.0001  0.0028
Si  9.6686  3.3543  5.1545  -0.0024  0.0003  -0.0014
Si  0.0028  6.6787  5.1095  -0.0001  -0.0012  0
Si  3.8691  6.6877  5.1111  -0.0006  0.0011  -0.002
Si  7.7455  6.7051  5.1562  -0.0007  0.0012  -0.0024
Si  1.9397  10.0596  5.0818  -0.0004  0.0001  -0.0024
Si  5.8218  10.0676  5.111  0.0044  0.0042  0.0012
Si  9.6601  10.0499  5.0784  -0.0025  0.0019  0.0006
Si  0.0956  0.0302  7.5303  0.0011  -0.0039  0.0106
Si  3.917  0.0058  7.589  -0.0005  -0.002  0.0118
Si  7.7758  0.0376  7.5323  0.0047  -0.0052  0.0068
Si  1.9438  3.3489  7.5406  -0.0012  0.0001  0.0091
Si  5.7791  3.3224  7.4951  0.0035  0.0026  0.0055
Si  9.6731  3.3754  7.5417  0.0027  0.0027  0.0075
Si  0.0458  6.644  7.4627  -0.0019  -0.0012  0.005
Si  3.9185  6.6833  7.4634  -0.0003  -0.0031  0.0096
Si  7.7958  6.7299  7.5439  0.0004  -0.0063  0.0124
Si  1.9959  10.0796  7.413  0.0014  0.0017  0.01
Si  5.9122  10.1363  7.4633  -0.0014  -0.0022  0.0041
Si  9.6936  10.0656  7.4086  0.0035  0.0004  0.0047
Si  0  2.2658  8.3715  -0.0011  0.004  -0.002
Si  3.8524  2.2381  8.4128  -0.0016  0.0015  -0.0037
Si  7.7227  2.2759  8.3229  -0.0055  0.0044  0.0046
Si  1.992  5.5812  8.3261  0.0009  0.0014  -0.0057
Si  5.8579  5.5555  8.2287  0.0003  -0.0023  0.0004
Si  9.724  5.5987  8.3809  -0.0002  -0.0004  -0.0086
Si  0.0425  8.9177  8.0143  -0.0037  -0.0033  -0.0014
Si  3.9794  8.9715  8.0366  0.0103  0.0041  -0.0004
Si  7.8022  8.995  8.3295  -0.0044  0.0017  -0.0024
Si  2.0061  12.2423  8.3869  0.0005  0.0031  -0.0093
Si  5.877  12.3292  8.4279  -0.0023  0.0006  -0.0097
Si  9.7507  12.294  8.1878  -0.0028  0.0042  -0.0063
Si  0.0024  2.2727  10.7766  0.0066  -0.0008  -0.0128
Si  3.8016  2.2398  10.8421  0.002  -0.0033  -0.0093
Si  7.7022  2.2974  10.7033  0.0105  -0.003  -0.0165
Si  2.0417  5.5996  10.7232  -0.0063  -0.008  -0.0107
Si  5.9124  5.5232  10.5699  0.0034  0.0052  -0.0156
Si  9.7813  5.6097  10.7997  -0.0062  0.0036  -0.0081
Si  0.085  8.8663  10.293  0.0021  0.0014  -0.018
Si  4.0918  8.9457  10.3196  -0.0155  -0.007  -0.0176
Si  7.8779  9.0646  10.7345  -0.0061  -0.0076  -0.0129
Si  2.1012  12.1243  10.8089  0.0021  0.0102  -0.0116
Si  5.9511  12.359  10.8763  -0.0036  -0.0065  -0.0084
Si  9.8853  12.2874  10.5105  0.0034  -0.0066  -0.0131
Si  1.8417  0.9786  11.5272  -0.0078  -0.0039  0.0036
Si  5.7757  1.2421  11.6454  -0.0084  0.009  0.0047
Si  9.6093  1.1048  11.3598  -0.0124  0.0057  0.0058
Si  0.1355  4.5207  11.6446  0.0057  0.0014  0.0062
Si  3.9837  4.5192  11.5494  0.0044  -0.0016  0.0085
Si  7.8185  4.5214  11.5461  0.0016  0.0048  0.0102
Si  2.1143  7.9293  10.9933  0.0078  0.0084  0.0077
Si  5.9461  7.7829  11.1945  0.0054  -0.0021  0.0123
Si  9.8297  7.9074  11.3854  -0.0051  -0.0053  0.0095
Si  0.1023  10.9409  11.3277  -0.0103  -0.0056  0.0136
Si  4.1387  10.977  11.5226  0.0007  0.0001  0.0137
Si  8.0198  11.3589  11.5433  0.0108  0.0106  0.0067
O  15.6735  -9.9484  18.1703  -0.0015  -0.0003  -0.0028
O  14.9912  4.8794  22.0233  0.0015  0.0015  -0.0009
O  6.8487  -2.7131  18.6393  -0.0011  0.0012  -0.0013
O  8.4869  11.7166  13.1434  -0.003  -0.0035  0.0008
O  1.4904  0.8171  13.1564  -0.0008  0.001  0.0089
O  -0.4654  8.0701  16.9178  0.0038  -0.001  -0.0021
O  2.2016  3.2736  23.9106  -0.0004  -0.0022  0.0024
O  13.7976  15.9142  16.5776  0.0012  0.0001  -0.001
O  17.4525  9.0586  14.9614  0.0005  -0.0004  0.001
O  11.8799  4.5926  13.3158  -0.0008  -0.0017  -0.0008
O  4.1361  4.6161  13.2183  0.0008  -0.0024  -0.0029
O  7.6046  4.5267  15.8975  0.0008  0.0002  0.0002
O  11.6793  6.6871  26.8427  0.0101  -0.0245  -0.065
O  -2.4035  3.828  17.9929  -0.0042  -0.0009  -0.0024
O  5.9637  3.8733  27.4544  0.0043  0.0009  -0.0033
O  5.0877  10.3643  27.1652  -0.0055  0.0041  -0.0107
O  8.053  13.3858  27.1246  0.0001  0.0017  -0.0019
O  1.6935  3.0294  26.7358  -0.0002  0.0003  0.0152
O  -0.8315  13.6308  26.9829  0.0033  0.0019  0.0028
O  8.9442  7.0341  24.4781  0.0038  -0.0025  -0.0011
O  4.262  6.6421  27.0318  0.0047  -0.0001  0.0005
O  -0.57  18.692  24.6634  0.0289  0.0454  0.0164
O  9.6855  10.1503  26.9862  0.0087  0.0071  -0.0034
O  7.6174  6.9132  14.6578  -0.0035  -0.0018  -0.0028
Si  15.2532  -0.3837  18.5336  -0.0019  0  0.0015
Si  -5.2572  12.7347  21.7648  -0.0016  0.0011  -0.0039
Si  7.9379  4.6825  21.7502  -0.0032  -0.0001  -0.002
Si  -0.3023  4.7675  14.8413  -0.0013  -0.0024  0.0044
Si  4.3088  5.8705  21.0837  -0.0015  -0.0023  -0.001
Si  9.5475  3.4045  19.533  0  -0.0017  -0.0009
Si  3.6491  -10.1623  16.5995  -0.0009  0.0008  0.0049
Si  1.7348  10.5172  25.7517  0.019  -0.049  -0.0913
Si  -10.284  -3.5967  20.936  0.0001  -0.0005  0.0009
Si  -3.2291  2.8353  25.6872  0.0026  0.004  -0.0005
Si  -6.3956  1.1349  14.7949  -0.0013  -0.0046  0.0071
Si  0.6236  2.1707  16.3972  -0.0045  -0.0004  0.002
Si  -2.2397  0.1245  26.1222  -0.0017  0.0019  -0.0025
Si  9.3815  12.9259  13.841  0.0057  0.0003  0.0097
Si  -0.5507  19.2388  19.7851  0.0011  0.0005  0.0014
Si  0.6059  6.1695  25.386  -0.025  0.0645  -0.0273
Si  22.6733  0.9976  19.128  -0.0018  -0.0018  0.0004
Si  -6.2408  -23.163  19.1732  0.0003  0.001  -0.0001
Si  7.8569  3.493  17.1273  -0.0003  -0.0014  0.0013
Si  23.5437  6.6942  17.1307  0.0017  -0.0023  0.0022
Si  5.56  6.6366  26.0184  -0.0036  -0.004  -0.0089
Si  -8.494  3.349  22.5376  -0.0023  -0.0001  -0.0002
Si  -1.3536  -2.6518  25.5679  -0.0012  -0.0087  0.0022
Si  18.3293  12.3229  18.7702  0.0006  0.0001  -0.0031
Si  4.5719  11.5849  26.1912  0.0067  -0.0135  -0.012
Si  2.4811  3.7338  25.4659  0.008  -0.0025  -0.0066
Si  -3.8292  0.4165  16.31  0.0019  -0.0025  -0.0005
Si  0.7976  -0.1239  14.3027  -0.004  -0.003  0.0009
Si  -16.8928  -2.9334  23.7364  0.0012  -0.001  -0.0012
Si  1.6526  -4.9259  23.491  -0.0098  0.0091  0.026
Si  13.78  8.0532  14.0593  -0.0022  0.0042  -0.0022
Si  -15.0353  18.7487  14.6119  -0.0019  0.002  0.0025
Si  -5.979  3.728  25.8848  -0.0002  0.0016  0.0027
Si  9.4605  5.4628  24.2613  -0.0019  -0.0084  0.003
Si  -0.8226  11.2388  19.1098  -0.0009  0.0002  0.0017
Si  -5.7195  15.8017  21.9343  -0.0008  0.0007  -0.0001
Si  2.1524  1.148  20.6245  -0.0016  -0.0031  -0.0008
Si  10.3053  -3.9565  16.7807  -0.0017  0.0019  0.0002
Si  6.1204  7.5298  14.3976  0.0008  -0.0017  -0.0016
Si  10.9944  22.5875  13.8843  0.0063  -0.0004  0.009
Si  -7.7706  5.5379  14.5409  -0.0026  0.0036  0.0043
Si  8.821  8.5938  23.8842  0  -0.0017  0.0006
Si  -8.3182  -1.43  21.1402  -0.0035  0.0008  -0.0008
Si  20.1457  -19.3017  20.9364  -0.0016  -0.0005  -0.0024
Si  13.612  7.2233  19.477  0.002  -0.0005  0.0035
Si  -18.494  -5.4577  23.2397  -0.001  -0.0034  0.0024
Si  8.1872  9.7562  18.8672  0.0006  0.0006  0.0014
Si  4.4758  9.9144  14.6289  -0.0024  -0.0064  -0.0001
Si  14.8487  12.4013  15.5576  -0.0014  0.0003  0.0001
O  -11.3593  -2.553  20.2891  0.0012  -0.0025  0.0011
O  0.7607  -4.5237  22.1738  0.0112  -0.0046  0.0241
O  1.8278  12.0801  14.795  0.0008  -0.0001  0.0001
O  -8.3983  11.7843  19.5049  -0.0008  -0.0001  -0.0007
O  11.1118  -16.2184  17.649  0.0013  0.0005  0.0005
O  9.1085  1.4488  25.1562  0.0005  -0.0004  0.0024
O  6.999  -1.784  22.7709  -0.0014  -0.0018  0.002
O  11.5438  10.3518  12.8858  -0.0014  0.0011  0.0016
O  -4.1208  9.4558  24.3267  0.0002  0.0023  -0.0009
O  2.0081  9.7816  24.3535  -0.0404  -0.0019  0.0988
O  10.0391  22.9577  24.4392  0.0008  0.0078  0.006
O  13.4374  9.5262  27.047  -0.0004  0.0417  -0.0198
O  -9.6075  5.3062  25.5284  -0.0068  0.0053  0.0013
O  -0.8711  -0.5571  18.8487  0.0001  0.0005  0.0003
O  12.248  8.3324  14.4882  -0.0037  0.0001  -0.0042
O  16.8687  12.9376  18.3711  0.0005  -0.0002  -0.0004
O  2.9546  12.9218  17.0745  0.0004  0.001  -0.0023
O  12.1888  14.4414  20.2822  0.0001  0.0013  -0.0001
O  7.6853  18.0351  13.2149  -0.0001  -0.0017  0.0004
O  -6.4383  6.8404  22.1039  -0.0016  0.0021  0.0042
O  7.0823  -0.6789  20.3109  0.0005  -0.0011  0.0005
O  5.2617  18.3955  20.0675  -0.0003  -0.0012  -0.0005
O  -4.0301  -7.1843  21.2681  0.0004  0.0016  0.001
O  -4.6949  6.9539  26.9262  0.002  -0.0023  0.009
O  -5.1463  -12.4953  22.2839  0.0008  -0.0017  0.0007
O  -2.9183  4.3386  25.1377  0.0152  0.0075  -0.0076
O  -6.317  9.4488  22.9268  -0.001  -0.0022  0.0013
O  6.7878  -9.685  22.422  -0.0013  -0.0012  0.0018
O  4.8083  12.1924  21.6197  0.0012  0.0001  -0.0006
O  8.9174  2.9257  27.2132  0.0032  0.0002  -0.0034
O  16.8331  7.6416  24.7717  -0.0018  0.0023  -0.0046
O  14.0886  13.3059  21.6395  0.0004  -0.001  -0.0028
O  5.0953  6.4374  15.0339  0.0002  0.0007  -0.0013
O  11.3928  3.3311  15.608  -0.0007  0.0015  -0.0027
O  0.9099  -7.0664  20.3082  -0.0002  0.0001  -0.0001
O  -7.0857  15.9675  22.8172  -0.0005  -0.0002  0.0006
O  12.4217  7.4387  24.4078  0.0137  -0.0256  0.0302
O  3.0893  -5.5624  23.0864  -0.0169  0.0173  0.0161
O  3.211  -4.4637  14.9376  0.0001  0.0009  0.0005
O  -0.612  -0.77  13.8146  -0.0001  -0.0002  -0.0036
O  5.7316  14.9332  13.3024  0.0013  0.0006  -0.0028
O  6.3496  0.255  15.5423  -0.0026  -0.0002  -0.001
O  -3.543  1.9964  16.5259  -0.0018  0.0044  -0.0009
O  -17.6665  -10.9453  20.3148  -0.0002  -0.0002  -0.0009
O  13.3989  6.9627  17.8621  0  -0.0018  -0.0028
O  2.3146  8.5225  12.5273  0.0003  0.003  0.0045
O  16.0249  23.9634  13.1238  0.0003  -0.0004  -0.0008
O  -3.321  3.7861  20.4525  -0.0002  -0.001  -0.0017
O  -8.4971  0.9741  19.2838  0.0006  -0.0018  -0.0014
O  -1.3891  -3.5857  15.186  0.0004  -0.0015  -0.0043
O  2.5671  6.4852  14.1566  0.0018  -0.0047  0.0007
O  0.2317  -2.2453  25.6987  0.02  -0.0177  -0.0016
O  -7.3198  -2.2493  15.6757  -0.0007  0.0016  -0.0002
O  -3.7494  8.454  19.8023  -0.0007  -0.0006  0.001
O  8.8377  21.8126  22.2579  -0.0007  0.0015  0.0008
O  -2.3783  18.3344  22.7317  0.0037  0.0008  0.0124
O  3.4558  6.7891  20.0437  -0.0043  0.0016  0.0008
O  -2.3845  0.9304  12.9934  -0.0027  -0.0023  0.0018
O  17.0827  -2.04  24.8506  -0.0086  0.0028  0.0122
O  5.7906  -21.5793  25.2388  0.0023  0.001  0.0047
O  12.1198  5.8321  15.768  -0.0004  0.0007  -0.0008
O  10.8006  4.2693  20.1403  -0.0018  -0.0005  0.001
O  -1.5805  8.181  13.032  -0.0012  0.0034  0.0014
O  7.7763  13.0227  17.734  -0.0016  -0.0015  0.0005
O  -0.0294  1.8591  17.8446  -0.0013  -0.0005  -0.0008
O  11.0186  -7.5422  18.1619  -0.0023  -0.0003  -0.0009
O  2.9594  11.5874  25.8647  -0.0137  -0.0314  -0.0041
O  9.3248  -2.7159  19.6095  -0.0013  -0.0007  -0.0008
O  9.7852  5.3422  14.6994  0.0003  -0.0004  -0.0024
O  -6.8172  2.3892  15.7592  -0.0017  0.0002  -0.0009
O  2.5512  -2.7783  21.6529  0.0003  -0.0036  -0.0039
O  -1.8408  1.7974  19.6743  -0.0011  0.0004  -0.0007
O  8.9277  -0.2541  15.3822  -0.0013  -0.0003  -0.0004
O  -1.6502  -6.5081  20.3709  -0.0008  -0.0014  0.0009
O  2.3477  -10.8031  21.3197  -0.0007  -0.0006  0.0024
O  8.7967  -4.1133  17.4144  -0.0004  -0.0017  -0.0015
O  1.8084  -4.576  19.7325  -0.0031  -0.0014  0.0026
O  3.4546  18.0424  15.8329  0.0011  -0.0007  -0.0018
O  3.9079  26.9657  14.6327  0.0007  0.0005  -0.0016
O  -11.138  0.7972  15.5756  0.0005  0.0008  -0.0013
O  -5.8674  -5.7484  12.8288  -0.0048  -0.0001  0.0035
O  4.0523  3.3479  25.716  -0.0003  -0.0001  -0.0013
O  -2.1363  12.1499  25.2141  0.0054  -0.0044  0.002
O  4.669  13.038  26.9834  -0.0044  -0.0027  0.0011
O  6.7528  2.6528  25.3768  0.0007  -0.0014  -0.0015
O  6.608  3.6136  18.1464  -0.0011  0.0006  -0.0009

Results
free energy: -215760.425 eV
free energy less fixed offsets of O -568.88, Si -635.61 eV per atom: -1.615 eV

The program warned: the cutoff lies below the one the program advises for these potential files; the exchange-correlation potential is rough where the density is thin.
